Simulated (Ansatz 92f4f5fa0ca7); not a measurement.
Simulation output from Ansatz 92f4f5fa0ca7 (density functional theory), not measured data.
Periodic cell of 184 atoms, Si120O64, from a study of silicon, its oxide and their interface. The atomic structure is a simulated model.
This geometry differs little from another in the collection (a relaxation step or a small displacement).

Settings: functional r2SCAN; potential files Ansatz PAW; basis plane waves; wave-function cutoff 800 eV; density cutoff ratio 5; exchange-correlation grid ratio 1; k mesh 1 x 1 x 1, shifted by 0.5 0.5 0 of a step; self-consistency stop 1e-10 eV per atom in the density residual; occupations fixed; spin none; net charge 0.

Cell vectors (angstrom)
a 10.887 0 0
b 0 10.887 0
c 0 0 27.2574

Atoms: element, x, y, z (angstrom)
Si 0.3191 -0.0413 0.207
Si 2.7023 3.1199 0.277
Si 0.2149 5.0386 -0.0494
Si 2.4683 8.5447 0.095
Si 5.3916 -0.2149 0.3827
Si 7.9938 3.1219 -0.1212
Si 5.713 5.3605 -0.0696
Si 7.8267 8.6731 0.0106
Si 1.5302 1.4478 1.5039
Si 4.1891 4.3532 1.47
Si 1.2748 6.8332 1.1809
Si 3.9928 9.4311 1.6844
Si 6.7898 1.4812 1.2217
Si 9.5368 4.0662 1.4009
Si 6.8627 6.9096 1.283
Si 9.4906 9.7001 1.3325
Si 0.0141 2.7228 2.7774
Si 2.7417 0.0508 2.9188
Si -0.0606 8.2031 2.6269
Si 2.6779 5.6036 2.7194
Si 5.4815 2.8145 2.6979
Si 8.1288 0.1382 2.6983
Si 5.4683 8.0766 2.8258
Si 8.1982 5.5228 2.686
Si 1.3776 4.1428 4.0657
Si 4.1536 1.4415 4.1265
Si 1.2971 9.5302 4.0939
Si 4.0572 6.8097 4.1777
Si 6.837 4.1435 4.0622
Si 9.52 1.388 4.1247
Si 6.8154 9.5703 4.0603
Si 9.5345 6.8591 4.0669
Si -0.0405 -0.0106 5.4788
Si 2.7344 2.7622 5.4471
Si 0.0087 5.4863 5.422
Si 2.6968 8.2074 5.4654
Si 5.471 0.0315 5.4486
Si 8.172 2.7762 5.4446
Si 5.4335 5.4161 5.4726
Si 8.1666 8.1961 5.4397
Si 1.3742 1.3608 6.79
Si 4.0965 4.0618 6.8469
Si 1.3534 6.8191 6.8088
Si 4.086 9.5544 6.7884
Si 6.8334 1.3742 6.7966
Si 9.5438 4.118 6.7859
Si 6.8011 6.8078 6.7963
Si 9.513 9.5148 6.8487
Si -0.0204 2.7105 8.1275
Si 2.7315 -0.0159 8.1632
Si 0.0033 8.1545 8.1984
Si 2.7018 5.4339 8.1447
Si 5.4763 2.6914 8.1806
Si 8.1288 -0.0188 8.1733
Si 5.4231 8.1639 8.1413
Si 8.1916 5.4573 8.1635
Si 1.3155 4.0827 9.4817
Si 4.1292 1.2977 9.5123
Si 1.3951 9.492 9.5489
Si 4.0622 6.7883 9.4825
Si 6.878 4.0419 9.515
Si 9.5272 1.3107 9.4874
Si 6.7737 9.4913 9.5388
Si 9.5121 6.8228 9.5703
Si -0.044 -0.0745 10.854
Si 2.6839 2.6553 10.7263
Si -0.0083 5.4481 10.9033
Si 2.7416 8.1019 10.9277
Si 5.4412 -0.0751 10.9476
Si 8.2251 2.643 10.9032
Si 5.4774 5.4381 10.7634
Si 8.1332 8.1743 10.9482
Si 1.3357 1.3118 12.0976
Si 4.0917 4.011 11.9523
Si 1.3442 6.7809 12.3158
Si 4.0843 9.4285 12.3354
Si 6.9035 1.2259 12.2724
Si 9.5748 4.0367 12.2491
Si 6.7425 6.7651 12.2383
Si 9.5309 9.5 12.3485
Si 0.186 2.7496 13.546
Si 2.4972 -0.1568 13.4888
Si -0.0847 8.0431 13.7811
Si 2.8422 5.3257 13.3936
Si 5.3471 2.5916 13.2974
Si 8.2832 0.024 13.8473
Si 5.4908 8.124 13.77
Si 8.0623 5.2935 13.5206
Si 1.9531 3.7116 14.8338
Si 3.8633 1.3181 14.5575
Si 0.9247 9.8022 15.0531
Si 4.276 6.4021 14.8557
Si 6.382 4.1117 14.6788
Si 9.9171 1.4589 15.0546
Si 7.2655 9.1081 15.0934
Si 9.2597 6.6217 14.9956
Si -22.9447 -17.651 17.0225
Si 3.9883 -13.3332 18.7104
Si -9.7451 -2.6402 17.7375
Si 25.8917 -10.6122 19.3647
Si 10.5413 14.1 19.7253
Si -7.1493 1.3176 25.5026
Si 7.6069 -2.2213 24.3237
Si -16.2093 10.7672 23.8622
Si 9.7767 9.7423 19.2552
Si -23.1199 19.1124 21.8411
Si 23.0903 -10.1737 20.2107
Si 6.0561 -6.3715 21.7665
Si -9.8207 -11.8119 22.7188
Si 25.14 -2.3828 24.3444
Si -10.2571 12.0736 24.7547
Si 6.8999 -29.0766 17.5886
Si -27.9911 5.4042 19.0591
Si -16.441 28.1694 24.1904
Si -4.9376 23.2011 21.3127
Si -2.8008 12.1496 19.1758
Si -12.6237 5.0506 21.8975
Si 16.079 -11.4322 16.7998
Si 13.2362 -16.126 17.1388
Si -1.0209 14.6773 24.7806
O 9.8557 -16.3134 -11.2025
O -12.0899 2.6512 -11.0294
O -12.7142 8.8513 -6.8422
O 19.2398 8.3543 -1.5166
O -5.6966 5.8851 -1.5283
O 8.636 10.7194 -8.6594
O -4.3842 9.6244 -0.2305
O -4.1968 31.5986 -10.799
O 21.4509 -13.0474 -9.0045
O -14.9734 15.0816 -0.4124
O -2.1553 2.9917 -1.5961
O 10.4233 5.037 -1.5613
O 0.0227 10.7473 -7.4591
O 15.2639 9.0008 -10.0323
O -10.7641 -2.0326 -5.2185
O -0.1238 3.9731 -8.9724
O 1.5103 20.015 16.4216
O -5.268 -16.5973 23.1753
O 3.948 -3.7693 23.7387
O 10.7547 0.7682 26.1217
O -9.0854 10.9335 21.6249
O -4.8522 2.905 21.9441
O 3.4015 6.5292 16.2443
O -8.5226 8.3717 18.8018
O 13.1458 1.0439 24.8843
O 5.4481 5.3304 15.2337
O 15.8785 11.3719 18.0217
O -9.1919 26.2151 16.279
O 9.2952 4.4351 23.4037
O -8.8279 30.8258 23.6016
O -3.596 11.8832 20.5418
O -16.7639 -16.7941 20.5976
O 10.8727 0.193 15.5648
O -18.6066 5.1053 18.4556
O 3.628 -8.1431 26.2279
O 4.458 -1.2358 24.1287
O -1.5551 -8.694 19.5137
O 4.6672 22.0585 15.5311
O 4.3918 -12.1731 19.7888
O -9.7758 -4.2363 17.4558
O -14.6925 -8.7679 18.2462
O -12.196 -4.2761 21.8296
O 16.6102 -17.246 18.178
O 11.09 21.8763 23.6331
O 12.2239 20.5506 26.9765
O 13.8396 -8.4076 15.2859
O 1.4716 14.9095 26.9681
O 0.1349 -8.1935 24.4006
O -14.18 -16.843 21.4233
O 10.144 -17.5128 20.8902
O -5.1171 -21.5672 22.3258
O 26.4033 -9.4908 20.3873
O 4.7627 7.0417 18.9926
O -13.488 4.3893 17.7473
O -4.3631 -14.286 24.084
O 8.2617 -3.0354 15.562
O -7.7511 8.1904 25.9133
O 4.987 1.2809 24.4742
O -9.9699 2.2977 20.2183
O 13.419 -21.2452 19.1518
O -4.1837 3.2518 16.0216
O 4.1844 11.0917 26.5947
O -3.933 10.1555 24.4127
O -2.2705 -45.7525 23.0765

Results
free energy: -113254.847 eV
free energy less fixed offsets of O -570.45, Si -639.56 eV per atom: 1.153 eV

Forces (eV/angstrom), in the order of the atoms: element, x, y, z
Si -0.0011 0.0002 -0.0173
Si 0.0013 0.0033 -0.016
Si -0.0007 -0.002 -0.0193
Si 0.004 0.002 -0.0209
Si -0.0046 0.0018 -0.0124
Si 0 0.0069 -0.0232
Si -0.0009 -0.0002 -0.0213
Si -0.0012 0.0016 -0.016
Si 0.0012 -0.0006 0.0012
Si 0 -0.0014 -0.0034
Si 0.0007 0 -0.0033
Si -0.0001 0.0014 -0.0036
Si 0.0012 -0.0008 -0.0002
Si -0.0016 -0.0016 -0.0014
Si 0.0007 0.0006 -0.0022
Si 0 -0.0001 0.0044
Si 0.0003 0.0011 -0.0003
Si 0.0004 0.0018 0.0013
Si -0.0001 -0.002 -0.0036
Si -0.0014 -0.0004 -0.0034
Si 0.0025 0.0012 -0.0041
Si -0.0018 0.0008 -0.0034
Si 0.002 -0.002 0.0013
Si 0 -0.0014 -0.0031
Si 0.0004 0.0004 0.0009
Si 0.0007 0.0025 -0.0028
Si -0.0015 0.0005 0.0015
Si 0.0005 -0.0015 0.0017
Si -0.0011 -0.001 0.0018
Si -0.0001 -0.002 -0.0028
Si 0.0001 0.0025 0.0017
Si 0.0007 0.0026 0.0003
Si -0.0012 0.0003 0
Si -0.0004 0.0035 -0.0013
Si 0.002 -0.0001 -0.0011
Si 0.0016 -0.0018 -0.0012
Si 0.0014 -0.0005 -0.0014
Si 0.0015 -0.0013 -0.0018
Si -0.0012 0.0003 -0.0001
Si 0.0001 0.0021 -0.0022
Si 0.0007 -0.0006 -0.0002
Si -0.0003 -0.0009 -0.001
Si 0.0017 0.0007 0.0005
Si 0.0012 0.0001 0.0008
Si -0.0003 0.0014 -0.0004
Si 0.0008 -0.0006 -0.001
Si 0.0012 -0.0006 -0.0009
Si -0.0004 -0.0007 -0.0007
Si 0.0004 -0.0015 0.0003
Si 0.0008 0.0008 0.0011
Si 0.0006 0.0012 0.001
Si 0.0009 -0.0005 -0.0005
Si 0.0008 0.0002 0.0028
Si 0.0012 -0.0001 0.0011
Si -0.001 -0.0011 0.0001
Si -0.0023 -0.0001 0.0008
Si -0.0019 0.0008 0.0005
Si -0.0023 -0.0015 0.0019
Si -0.0008 0.0002 -0.0014
Si -0.0007 0.0004 0.0002
Si 0.0023 0.0008 0.0022
Si 0.0015 0.0032 0.0008
Si 0.001 -0.0002 0.0005
Si 0.0013 -0.0001 0
Si -0.0068 -0.0022 0.0009
Si 0.0023 -0.0016 0.0005
Si 0.0019 -0.0017 -0.0003
Si 0.0007 0.0003 0.0023
Si -0.0001 0.0005 0.0011
Si -0.0011 -0.0009 0.0016
Si 0.0003 0.0016 -0.0034
Si 0.0017 0.0016 0.0012
Si -0.0025 0.0053 -0.0024
Si -0.0035 -0.0014 0.0028
Si -0.0021 -0.0004 -0.0005
Si 0.0016 0.0013 0.0044
Si 0.0022 -0.0034 -0.0025
Si 0.0034 0.0044 0.0048
Si -0.0024 0.006 0.0046
Si -0.0003 0.0011 0.0014
Si 0.004 0.0001 -0.0005
Si -0.0021 0.0013 0.0013
Si 0.0047 -0.0013 0.002
Si -0.0006 0.0009 0.002
Si 0 -0.0022 0.0024
Si 0.0032 -0.0025 0.0048
Si 0.0047 0.0011 0.0038
Si 0.0009 0.0035 -0.0055
Si 0.0035 0.0026 0.011
Si 0.0038 -0.0021 0.0122
Si 0.0022 -0.0038 0.0225
Si -0.0055 -0.0015 0.0145
Si -0.0016 -0.0001 0.0205
Si 0.0018 0.0038 0.0157
Si -0.001 -0.0005 0.024
Si -0.0017 -0.0059 0.0216
Si 0.0013 -0.0017 0.0299
Si 0.0027 -0.0021 0.0192
Si 0.0008 0.0002 0.0278
Si -0.0052 -0.0007 0.0162
Si -0.001 -0.0067 0.0177
Si 0.0006 -0.0056 -0.0301
Si -0.0035 -0.0008 -0.0282
Si 0.0006 -0.0046 -0.0171
Si -0.0004 0.0033 0.0144
Si 0.0036 -0.0088 -0.005
Si 0.0005 0.0008 0.004
Si 0.0035 -0.0132 -0.0065
Si -0.0006 -0.0042 -0.0126
Si -0.001 0.0009 -0.0264
Si 0.0008 -0.0015 -0.0344
Si -0.0028 -0.0029 0.0289
Si 0.0052 -0.0017 0.0173
Si -0.0013 0.0015 -0.0289
Si -0.0024 0.0026 -0.0022
Si 0.0019 -0.0002 0.0135
Si -0.0009 0.003 -0.0135
Si -0.0088 -0.001 0.0341
Si -0.0021 0.0041 0.0295
Si 0.0027 -0.0012 -0.0305
O 0.0001 0.0124 -0.0198
O 0.0051 -0.0098 -0.0242
O 0.0005 0.0009 -0.0023
O 0.002 0.0006 0.0213
O -0.0001 -0.0046 0.0252
O -0.0009 -0.0012 -0.005
O -0.0003 0.004 0.0161
O 0.0055 -0.0082 -0.0191
O 0.0065 -0.0044 -0.0098
O 0.0016 -0.0025 0.0112
O -0.0066 -0.0027 0.018
O 0.0033 0.0033 0.022
O -0.0013 -0.0027 -0.0042
O 0.003 0.0021 -0.0155
O -0.0031 0.0031 0.0027
O -0.0024 0.0063 -0.0183
O -0.0071 0.0091 -0.0248
O 0.0017 0.0033 0.0094
O 0.0014 -0.0007 0.0039
O 0 -0.0065 0.0232
O -0.0024 -0.0015 0.0047
O -0.001 -0.0068 0.0007
O 0.0082 -0.0033 -0.0207
O 0.0005 -0.0042 -0.0113
O 0.006 0.005 0.0049
O 0.0004 -0.0008 -0.0063
O 0.0063 -0.0037 -0.0201
O 0.002 -0.0054 -0.0161
O 0.0029 -0.0053 0.0146
O 0.0052 -0.0053 0.0115
O 0.0019 -0.0002 -0.0052
O 0.001 -0.0006 -0.0038
O -0.0018 0.0005 -0.0139
O -0.0055 0.0011 -0.0142
O -0.0025 0.0057 0.0186
O 0.0005 0.0024 0.005
O -0.0007 0 -0.007
O -0.0056 0.0087 -0.0204
O 0.0001 0.0002 -0.005
O 0.0004 -0.0001 -0.0063
O -0.0027 0.008 -0.0143
O -0.0005 -0.0029 0.0033
O 0.0058 -0.0042 -0.0092
O 0.003 0.0046 0.0152
O -0.0029 0.001 0.012
O -0.0001 -0.0028 -0.0068
O 0.0032 -0.0016 0.0114
O -0.0025 0.0001 0.0072
O -0.003 -0.0004 0.0069
O -0.0006 -0.0024 -0.0008
O 0.0039 -0.0004 0.0052
O -0.0005 -0.0048 0.0007
O 0.0002 -0.0013 -0.0063
O 0.0026 0.0001 -0.0179
O 0.0016 -0.0016 0.0076
O -0.0003 0.0022 -0.0061
O -0.0051 -0.001 0.0284
O -0.005 0.0036 0.0181
O 0.0018 0.0008 -0.004
O 0.0034 -0.0006 -0.0014
O 0.0006 0.0073 -0.0293
O 0.0062 -0.0076 0.0153
O -0.0016 0.0007 0.0099
O -0.0029 0.0014 0.0098

The program warned: the cutoff lies below the one the program advises for these potential files; the forces do not sum to zero within the program's tolerance; empty levels may hold ghost states of the PAW files; the exchange-correlation potential is rough where the density is thin.
